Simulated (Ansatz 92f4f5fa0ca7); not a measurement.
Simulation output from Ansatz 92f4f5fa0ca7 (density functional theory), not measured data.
Periodic cell of 227 atoms, Si133O92B1H1, from a study of silicon, its oxide and their interface. The atomic structure is a simulated model.
Doubt: the cutoff is far below the 930 eV that the study's wrapper takes by default for these files, so forces and energies are approximate.
This geometry differs little from another in the collection (a relaxation step or a small displacement).

Settings
functional: PBE
potential files: Ansatz PAW
basis: plane waves
wave-function cutoff: 580 eV
density cutoff ratio: 5
exchange-correlation grid ratio: 1
k mesh: 1 x 1 x 1, Gamma-centred
self-consistency stop: 5e-08 eV per atom in the density residual
occupations: fixed
spin: none
net charge: 0

Cell vectors (angstrom)
a  10.938  0  0
b  0  10.938  0
c  0  0  32.8265

Atoms: element, x, y, z (angstrom)
Si  0.2017  -0.3222  25.2754
Si  5.7637  -0.3981  25.5599
Si  2.6022  3.0474  25.3805
Si  8.0272  2.9666  25.3366
Si  0.2512  5.1823  25.2785
Si  5.7561  5.2029  25.4164
Si  2.494  8.3857  25.2702
Si  8.0201  8.3248  25.3094
Si  1.4034  1.3291  26.5458
Si  6.9075  1.3291  26.6731
Si  4.1284  4.1359  26.7652
Si  9.6147  4.0749  26.6711
Si  1.3599  6.8058  26.6141
Si  6.9055  6.7812  26.7063
Si  4.0908  9.4391  26.738
Si  9.5986  9.4992  26.6584
Si  2.7538  -0.0079  28.0135
Si  8.2652  -0.0238  28.0414
Si  0.0341  2.6724  28.0052
Si  5.4915  2.6894  28.0491
Si  2.7386  5.509  28.0575
Si  8.2712  5.4438  28.0617
Si  0.0104  8.153  28.0347
Si  5.4941  8.1186  28.0709
Si  4.1018  1.3673  29.4083
Si  9.5708  1.3673  29.4083
Si  1.3673  4.1018  29.4083
Si  6.8362  4.1018  29.4083
Si  4.1018  6.8362  29.4083
Si  9.5708  6.8362  29.4083
Si  1.3673  9.5708  29.4083
Si  6.8362  9.5708  29.4083
Si  0  0  30.7755
Si  5.469  0  30.7755
Si  2.7345  2.7345  30.7755
Si  8.2035  2.7345  30.7755
Si  0  5.469  30.7755
Si  5.469  5.469  30.7755
Si  2.7345  8.2035  30.7755
Si  8.2035  8.2035  30.7755
Si  1.3673  1.3673  32.1428
Si  6.8362  1.3673  32.1428
Si  4.1018  4.1018  32.1428
Si  9.5708  4.1018  32.1428
Si  1.3673  6.8362  32.1428
Si  6.8362  6.8362  32.1428
Si  4.1018  9.5708  32.1428
Si  9.5708  9.5708  32.1428
Si  2.7345  0  0.6835
Si  8.2035  0  0.6835
Si  0  2.7345  0.6835
Si  5.469  2.7345  0.6835
Si  2.7345  5.469  0.6835
Si  8.2035  5.469  0.6835
Si  0  8.2035  0.6835
Si  5.469  8.2035  0.6835
Si  4.1018  1.3673  2.0507
Si  9.5708  1.3673  2.0507
Si  1.3673  4.1018  2.0507
Si  6.8362  4.1018  2.0507
Si  4.1018  6.8362  2.0507
Si  9.5708  6.8362  2.0507
Si  1.3673  9.5708  2.0507
Si  6.8362  9.5708  2.0507
Si  0  0  3.418
Si  5.469  0  3.418
Si  2.7345  2.7345  3.418
Si  8.2035  2.7345  3.418
Si  0  5.469  3.418
Si  5.469  5.469  3.418
Si  2.7345  8.2035  3.418
Si  8.2035  8.2035  3.418
Si  1.2547  1.4752  4.7365
Si  6.7809  1.4602  4.7687
Si  4.1138  4.0938  4.8291
Si  9.4937  4.1898  4.8772
Si  1.3389  6.8417  4.8108
Si  6.8057  6.8984  4.8341
Si  4.0787  9.5861  4.7146
Si  9.5828  9.5263  4.7291
Si  2.6094  -0.015  5.9079
Si  8.2618  0.0947  5.9129
Si  -0.0195  2.8734  6.2395
Si  5.425  2.6904  6.3187
Si  2.7365  5.5113  6.1751
Si  8.0547  5.523  6.3493
Si  -0.1018  8.1443  6.1954
Si  5.455  8.3701  6.1542
Si  3.7155  1.3722  7.3776
Si  9.7755  1.152  7.3437
Si  1.7103  3.8543  7.5503
Si  6.4011  4.4127  7.7282
Si  4.2735  6.8022  7.4343
Si  9.5917  6.7426  7.7111
Si  1.0917  9.8367  7.2969
Si  6.8699  9.8872  7.3367
O  5.3098  5.6274  7.9248
O  0.058  0.1081  7.7017
O  2.7422  2.6116  7.7685
O  9.4189  7.3861  9.2682
O  1.3616  9.5151  24.7881
O  6.8324  4.0395  24.9078
O  6.8548  9.4517  24.931
O  1.4315  4.0938  24.8231
O  7.8278  8.8866  8.2177
O  1.5541  4.2927  9.1487
O  1.778  9.3427  8.6875
O  6.7226  4.0512  9.3194
O  10.5128  5.4599  8.227
O  3.8645  0.4709  8.7795
O  3.7589  7.5608  8.8052
O  8.9941  1.4218  8.7846
O  4.8688  0.2229  24.3469
O  8.8398  2.4587  23.9802
O  10.5146  5.7801  23.8913
O  5.1537  5.9748  24.0994
O  8.6244  7.6507  23.9147
O  3.6191  2.6415  24.1264
O  3.1181  7.6813  23.9015
O  10.2637  0.1976  23.9638
Si  4.3686  8.3191  18.0724
Si  8.655  8.7745  9.6233
Si  7.4113  -0.153  14.4129
Si  2.472  3.8143  17.22
Si  4.9615  5.4726  17.932
Si  3.353  2.0582  14.9479
Si  7.499  5.2618  21.0112
Si  4.237  1.3412  23.3744
Si  2.4162  8.1252  9.5359
Si  -3.8031  1.0068  18.6951
Si  10.2427  -1.3356  15.5202
Si  9.1984  0.6612  10.2211
Si  5.1888  0.0269  16.6535
Si  16.0108  4.2246  13.3228
Si  0.577  5.0206  12.4456
Si  11.0612  11.9265  20.5869
Si  9.248  1.1419  23.0961
Si  0.5585  5.5206  9.5484
Si  10.5726  -5.5877  17.7407
Si  13.6438  2.3556  19.9082
Si  4.8941  -1.9902  21.0548
Si  6.915  -0.9002  11.5199
Si  6.1419  3.3282  10.6708
Si  15.2696  4.8673  20.9062
Si  -0.4538  13.1862  12.5535
Si  6.5539  0.664  21.7129
Si  7.6283  2.8352  13.2331
Si  -1.4537  7.2153  20.0862
Si  13.5755  10.8016  21.3
Si  2.933  6.4296  13.6223
Si  4.2171  6.8037  23.0687
Si  11.1724  6.6693  14.93
Si  7.8274  3.9362  18.4071
B  2.585  8.8261  12.3423
Si  9.3633  6.5052  22.9921
Si  9.5368  -0.8893  18.5868
Si  5.2681  0.4687  9.6036
Si  12.2242  0.035  13.8419
O  9.9883  1.5209  21.6906
O  1.0232  10.6895  21.1802
O  16.8041  -0.7796  21.4866
O  12.036  13.2202  20.2765
O  3.8013  4.7647  17.0104
O  2.7629  8.072  18.2927
O  5.1271  4.1842  11.6636
O  3.267  0.8307  20.1243
O  6.8703  -1.0427  13.1366
O  16.0988  -2.3538  19.4951
O  3.3084  -1.6016  21.2117
O  13.0334  5.6408  12.4452
O  7.4039  2.9376  11.6171
O  -6.5935  5.6108  13.8415
O  2.3081  3.0072  15.8028
O  9.4987  8.7648  19.5941
O  12.2686  6.935  9.6191
O  7.8377  0.4143  22.6942
O  1.7379  9.7965  12.8122
O  2.9495  0.6158  22.7031
O  -0.2635  5.7453  13.659
O  4.2613  12.0891  15.943
O  5.1364  7.012  17.416
O  5.4619  1.719  22.3523
O  -5.5017  -0.6006  10.8475
O  1.8928  6.555  14.9125
O  5.395  12.9147  10.1778
O  -0.1435  5.2934  11.002
O  15.2034  5.5527  19.4261
O  7.9241  -4.2996  20.1651
O  5.6823  0.7138  18.0467
O  7.8301  11.3332  11.0852
O  6.3467  11.0199  8.4259
O  -0.5587  11.3059  19.2336
O  13.8192  2.7249  18.3525
O  8.0282  4.0591  20.0337
O  9.1962  4.4616  17.6808
O  11.6421  3.3956  12.5864
O  10.1328  1.7047  11.0478
O  9.6839  -0.9069  9.929
O  8.0334  -0.3102  18.3774
O  7.2827  1.4127  13.9596
O  10.0448  7.1565  21.6384
O  0.0408  11.8311  13.268
O  2.553  1.0092  14.0189
O  16.8648  4.9116  21.3016
O  6.4304  -0.383  15.6804
O  2.7721  8.687  11.0002
O  3.5111  5.7417  22.026
O  4.4278  9.5783  17.0421
O  -4.3012  4.0067  13.8612
O  4.2328  2.967  13.9298
O  8.2714  5.3852  22.4534
O  11.6347  10.4222  15.2588
O  14.506  3.416  20.8245
O  8.9191  -0.6319  14.8428
O  18.6787  2.3594  18.0132
O  10.5061  8.1569  14.7889
O  3.2585  7.9664  13.1917
O  16.1096  7.7495  22.1266
O  -12.6284  2.9669  13.3679
O  6.4209  4.7014  17.949
O  1.0727  4.5274  17.7307
O  10.5881  -4.7595  16.3537
O  7.5997  -2.251  10.8777
O  -0.8493  -1.4047  17.1439
O  7.0229  1.2815  20.2915
O  10.4431  6.3168  19.0757
H  2.519  7.4315  18.9799

Results
free energy: -137044.512 eV
free energy less fixed offsets of B -154.04, H -15.97, O -568.88, Si -635.61 eV per atom: -1.412 eV

Forces (eV/angstrom), in the order of the atoms: element, x, y, z
Si  0.0015  0.0527  0.0549
Si  -0.0158  0.0342  0.0344
Si  0.0125  -0.0454  0.0431
Si  0.0034  -0.0474  0.051
Si  -0.0253  0.0184  0.0429
Si  -0.0353  0.0053  0.061
Si  0.0434  -0.01  0.0549
Si  0.024  -0.0237  0.0619
Si  -0.0075  -0.0099  -0.0269
Si  -0.0117  0.0393  -0.0033
Si  0.0176  0.0054  -0.0133
Si  -0.0064  0.0235  -0.0197
Si  -0.0088  -0.0024  -0.0068
Si  0.0119  0.009  -0.0232
Si  -0.0223  -0.0138  -0.0339
Si  -0.0208  -0.0036  -0.0187
Si  0.0041  0.0233  0.0148
Si  0.009  0.0011  0.0126
Si  0.0019  -0.0282  0.0197
Si  -0.0017  -0.0217  -0.0258
Si  0.0095  -0.0011  0.0144
Si  0.0021  -0.0016  0.0158
Si  -0.0007  -0.009  0.02
Si  -0.0093  -0.0094  0.0232
Si  -0.0302  -0.1584  0.0353
Si  0.2646  -0.0931  0.0763
Si  0.0019  -0.0877  -0.252
Si  0.1363  -0.0989  -0.0638
Si  -0.0061  -0.1137  0.5186
Si  0.1678  -0.0535  0.3074
Si  -0.0054  -0.0099  -0.2409
Si  0.0655  -0.0381  -0.163
Si  -0.0484  0.0387  -0.013
Si  -0.0598  -0.0003  -0.0248
Si  0.018  0.0362  -0.0306
Si  -0.009  0.0297  -0.0211
Si  -0.0728  0.009  0.0113
Si  -0.1343  -0.0056  0.0044
Si  0.0806  0.0586  -0.0102
Si  -0.0148  0.0237  -0.0046
Si  0.0138  -0.0613  -0.0211
Si  0.0228  -0.0437  -0.0248
Si  0.0482  -0.0496  -0.0038
Si  0.0047  -0.0093  -0.0101
Si  0.0533  -0.019  -0.0321
Si  0.0418  -0.0158  -0.0271
Si  -0.0187  -0.0059  -0.0091
Si  0.0373  0.0044  -0.0131
Si  0.0332  0.0218  0.0091
Si  -0.0517  0.0498  0.003
Si  -0.0044  0.0146  0.0344
Si  -0.0742  0.0235  0.046
Si  -0.0263  0.0607  -0.0018
Si  -0.0128  0.0085  -0.0084
Si  -0.0562  0.01  0.0309
Si  -0.0401  0.0323  0.0308
Si  -0.0021  -0.071  0.0001
Si  -0.022  -0.1564  0.022
Si  0.0918  -0.0375  0.0283
Si  0.1598  0.0907  -0.0091
Si  -0.0764  -0.0973  0.0279
Si  -0.0285  -0.0401  -0.0155
Si  0.0792  0.066  -0.0183
Si  0.0562  0.006  0.0251
Si  -0.0957  0.0209  -0.3097
Si  0.0155  0.3329  -0.1957
Si  0.0235  0.2704  -0.0216
Si  -0.0242  0.5687  0.1595
Si  -0.3089  0.0616  0.3088
Si  0.0444  0.0483  0.3664
Si  -0.2379  -0.2545  -0.1439
Si  -0.1304  -0.2863  -0.2373
Si  0.0393  0.0121  -0.0126
Si  0.0115  -0.0184  -0.0148
Si  -0.0026  -0.0257  0.0075
Si  -0.0065  -0.0056  0.0004
Si  -0.0089  0.0149  -0.0054
Si  0.0077  0.0069  -0.009
Si  -0.0063  0.006  0.0081
Si  -0.0133  -0.0236  -0.0063
Si  0.0061  -0.0049  0.0357
Si  -0.0231  0.0035  0.0056
Si  -0.0287  0.0068  -0.0089
Si  0.0063  0.0323  0.0288
Si  0.0006  -0.0177  0.0064
Si  0.0137  -0.0034  0.0174
Si  0.0224  0.0208  0.0689
Si  -0.0132  -0.0118  -0.0177
Si  0.0306  -0.0626  -0.1067
Si  -0.0621  0.0703  -0.0247
Si  0.0015  0.0383  -0.0567
Si  0.0057  -0.0315  -0.0851
Si  -0.0025  0.008  -0.0106
Si  -0.0164  0.044  -0.0606
Si  0.0168  -0.1048  -0.169
Si  0.0236  0.0001  0.0196
O  -0.021  0.0143  0.0188
O  0.0147  -0.0139  0.0399
O  -0.0351  0.0509  0.0652
O  0.0012  0.0136  0.0416
O  0.0101  0.0115  -0.042
O  0.0076  -0.0059  -0.047
O  0.0101  -0.0149  -0.0523
O  -0.0013  0.0003  -0.041
O  -0.0091  0.0243  -0.0047
O  -0.0086  0.0012  0.0335
O  0.0337  -0.0183  0.0788
O  -0.0023  -0.0112  0.0777
O  0.0273  -0.0259  0.0159
O  0.0147  -0.0231  0.0484
O  -0.0167  0.0162  0.0257
O  -0.0039  -0.0067  0.0314
O  0.0001  -0.002  0.0015
O  0.0127  -0.0093  -0.0266
O  -0.0133  0.0094  -0.0252
O  -0.0077  0.0141  -0.0165
O  0.0119  -0.0194  -0.0362
O  0.0209  -0.0096  -0.0255
O  0.0163  -0.0188  -0.0277
O  -0.0215  0.0089  -0.029
Si  -0.0049  -0.0025  0.0008
Si  0.005  -0.0151  -0.0164
Si  -0.0044  -0.0037  0.0053
Si  0.0005  0  0.0007
Si  -0.0044  0.0019  0.0054
Si  0.0019  -0.0157  -0.001
Si  0.0026  -0.0026  0.0046
Si  -0.0113  0.0098  -0.0057
Si  0.0146  0.0043  0.0173
Si  0.0001  0.0042  0.01
Si  0.0029  0.0042  0.0058
Si  0.0028  0.0024  -0.0063
Si  -0.0046  -0.0001  0.0087
Si  0.0059  -0.0002  0.0012
Si  -0.0017  0.0039  0.0034
Si  -0.0187  0.0047  0.0013
Si  0.0002  -0.002  -0.0046
Si  0.0125  0.0104  -0.008
Si  0.002  0.0023  0.0073
Si  0.005  0.0064  -0.0054
Si  0.0136  -0.009  0.0003
Si  -0.0032  0.0046  0.008
Si  0.0082  0.0025  -0.0196
Si  -0.0049  0.0049  0.0014
Si  -0.0059  -0.0137  -0.004
Si  0.0079  0.0057  0.0055
Si  -0.0034  -0.0012  -0.0002
Si  0.0068  0.0058  0.0087
Si  -0.0039  0.0035  0.008
Si  0.008  0.0038  0.0113
Si  -0.0056  0.0013  -0.0022
Si  0.0034  -0.0012  0.0105
Si  0.0006  -0.0018  0.0072
B  0.0039  -0.0002  -0.0211
Si  0.0013  0.0123  -0.0046
Si  0.0005  -0.0057  0.0047
Si  0.0016  0.0115  -0.0244
Si  0.0068  -0.0018  0.0019
O  0.0161  -0.0024  -0.0145
O  0.0058  -0.0004  -0.0005
O  -0.005  -0.0038  -0.0002
O  0.0046  -0.0008  0.0004
O  0.0001  -0.0016  -0.0051
O  -0.0049  -0.0424  0.0435
O  -0.0061  0.0034  0.003
O  0.0024  0.0038  -0.0039
O  0.0046  0.0044  0.0051
O  -0.0034  -0.0008  -0.0122
O  -0.0026  0.0006  0.0001
O  0  -0.0027  -0.0046
O  0.0088  -0.0014  0.0054
O  -0.0018  0.0011  -0.0079
O  0.0032  0.0005  0.0016
O  0.0014  -0.0045  -0.0038
O  -0.0084  -0.0088  -0.0111
O  -0.0054  0.0054  0.0002
O  0.0004  0.0048  -0.0016
O  -0.0047  -0.007  -0.0086
O  0.0007  -0.0013  -0.0052
O  -0.0014  0.0066  -0.0109
O  -0.0003  0.0064  -0.0042
O  0.0053  -0.0017  -0.0038
O  0.0034  -0.0141  0.006
O  -0.0004  -0.0026  -0.0042
O  0.0033  0.0031  -0.0041
O  -0.0019  -0.0044  0.0037
O  0.0041  -0.0035  -0.0103
O  0.0034  0.0024  -0.0029
O  -0.0021  -0.0049  -0.0134
O  -0.0034  -0.0045  0.0045
O  -0.0123  0.0126  0.0222
O  0.004  -0.0028  0.0008
O  -0.0001  -0.0007  -0.0029
O  -0.0013  -0.0013  -0.0061
O  0.0042  0.003  -0.004
O  0.0051  -0.0055  -0.0077
O  0.0055  0.0022  0.0139
O  0.0048  0.0137  0.0006
O  0.0035  0.0004  -0.006
O  0.005  -0.0026  -0.0043
O  0.0038  0.0039  -0.0157
O  0.0103  0.0043  -0.0046
O  0.0037  0.0074  0.0051
O  -0.0016  0.0003  0.001
O  0.006  0.0022  -0.0076
O  -0.0048  -0.0038  0.013
O  0.0015  -0.0081  -0.0076
O  0.008  -0.0029  -0.001
O  0.0042  0.0011  -0.0033
O  -0.007  -0.0109  0.0029
O  -0.0075  -0.0046  -0.0039
O  0.0006  -0.0013  -0.0077
O  -0.0032  -0.0086  -0.0007
O  0.0057  -0.0019  -0.0036
O  -0.0008  -0.0018  -0.0028
O  0.0017  -0.0017  -0.0049
O  -0.0025  -0.002  -0.0031
O  0.0024  0.0098  -0.0094
O  0.0073  0.0015  -0.0058
O  0.0041  -0.0016  -0.0018
O  -0.0031  -0.0022  -0.0067
O  0.0013  -0.0041  -0.0009
O  -0.0072  -0.0029  0.0003
O  0.0017  0.0012  -0.0055
O  0.0033  -0.0024  -0.0117
O  -0.0047  -0.0014  -0.0098
H  0.0135  0.0465  -0.0474

The program warned: the cutoff lies below the one the program advises for these potential files; the exchange-correlation potential is rough where the density is thin.
